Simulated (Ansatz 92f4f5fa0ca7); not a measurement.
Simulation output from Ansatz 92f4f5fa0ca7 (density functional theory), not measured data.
Periodic cell of 259 atoms, Si144O115, from a study of silicon, its oxide and their interface. The atomic structure is a simulated model.
This geometry differs little from another in the collection (a relaxation step or a small displacement).

Settings: functional r2SCAN; potential files Ansatz PAW; basis plane waves; wave-function cutoff 800 eV; density cutoff ratio 5; exchange-correlation grid ratio 1; k mesh 1 x 1 x 1, shifted by 0.5 0.5 0 of a step; self-consistency stop 1e-10 eV per atom in the density residual; occupations fixed; spin none; net charge 0.

Cell vectors (angstrom)
a	10.88	0	0
b	0	10.88	0
c	0.84	-3.1484	35.5535

Atoms: element, x, y, z (angstrom)
Si	8.1776	10.9708	-1.1812
Si	9.1449	8.4646	-2.8635
Si	5.1727	15.8966	-1.3964
Si	7.4974	6.5184	1.5846
Si	12.2914	10.7931	-4.4984
Si	6.4789	8.8238	-0.0369
Si	4.3792	10.6397	23.6283
Si	10.5765	15.384	-3.3003
Si	9.092	12.5891	1.1046
Si	10.5129	14.5571	1.3415
Si	11.3164	7.8411	-0.9654
Si	11.3803	9.7798	1.4929
Si	2.0813	11.609	1.2811
Si	5.8605	15.5968	1.5414
Si	14.2065	18.2459	1.7932
Si	5.0283	8.9863	1.7554
Si	6.741	13.7676	2.673
Si	9.4138	16.2966	2.5758
Si	6.6945	8.0809	3.1197
Si	9.6637	10.8767	2.6541
Si	12.2031	13.4946	2.6035
Si	15.0406	16.4086	2.9115
Si	12.3406	19.0838	2.8793
Si	3.9717	10.87	2.6122
Si	5.3987	12.2702	3.9262
Si	8.1645	14.9806	4.1153
Si	5.4131	6.7412	4.464
Si	8.1937	9.5922	4.0458
Si	10.919	12.2199	4.1316
Si	13.5697	14.9166	3.9718
Si	10.8477	17.6344	3.9712
Si	13.6314	9.5985	4.2248
Si	6.7753	10.9316	5.369
Si	9.5324	13.5992	5.4522
Si	6.8563	5.3715	5.5995
Si	9.5413	8.174	5.3662
Si	12.2528	10.919	5.5347
Si	4.0714	13.5984	5.3605
Si	12.2127	16.2885	5.3731
Si	14.9228	19.0843	5.6177
Si	8.1301	12.2508	6.7876
Si	10.8901	14.9648	6.8077
Si	8.2153	6.834	6.8001
Si	10.879	9.5002	6.783
Si	2.7563	12.2832	6.8088
Si	5.4114	14.8993	6.8113
Si	13.53	17.6567	6.8291
Si	5.4787	9.5749	6.8392
Si	6.7736	13.5901	8.1779
Si	9.5393	16.3573	8.1652
Si	6.836	8.1625	8.156
Si	9.5197	10.864	8.1226
Si	12.2732	13.6166	8.1651
Si	4.0706	16.2931	8.1448
Si	12.1908	8.1555	8.1822
Si	4.0899	10.9239	8.1745
Si	5.4236	12.2623	9.5533
Si	8.125	15.0135	9.4851
Si	5.4628	6.766	9.4819
Si	8.2078	9.4918	9.5073
Si	10.8937	12.2339	9.4821
Si	13.6166	14.9601	9.544
Si	10.8707	17.6867	9.5682
Si	13.5732	9.5491	9.483
Si	6.8356	10.8744	10.7763
Si	9.5272	13.6572	10.7584
Si	6.793	16.3212	10.9474
Si	9.5154	8.1416	10.9498
Si	12.2358	10.8942	10.9083
Si	4.0845	13.6263	10.9482
Si	12.2449	16.3118	10.8727
Si	4.0546	8.1333	10.743
Si	8.1769	12.2962	12.0585
Si	10.85	14.9628	12.1967
Si	8.1867	17.6398	12.3504
Si	12.2423	8.0882	13.5747
Si	2.6942	12.2875	12.297
Si	5.4412	14.9585	12.3578
Si	13.6218	17.6825	12.1621
Si	5.4609	9.4664	12.0079
Si	6.9017	13.5403	13.5971
Si	9.5615	16.2336	13.7404
Si	7.7056	10.0614	14.5924
Si	13.4287	14.7988	17.0633
Si	1.2757	13.6665	13.6679
Si	4.0213	16.3576	13.6464
Si	11.3661	17.2171	14.9444
Si	4.1882	10.8382	13.3807
Si	11.8203	9.3786	22.4731
Si	11.046	8.0171	17.5151
Si	6.761	8.2162	13.5041
Si	9.709	8.2387	20.3626
Si	9.501	11.0167	13.4815
Si	10.3809	12.6838	14.9085
Si	2.1728	15.4979	14.8692
Si	10.8807	9.5207	12.2836
Si	11.4663	15.8046	-0.4249
Si	4.7198	11.9009	-7.767
Si	5.9342	11.699	14.6975
Si	6.4093	11.8192	-3.5268
Si	7.7881	10.496	19.3058
Si	9.6176	14.8152	22.2015
Si	8.1103	12.6121	-5.8864
Si	7.8069	16.636	-3.0169
Si	7.0283	17.662	17.3053
Si	9.1695	13.4254	-10.6849
Si	7.7332	17.132	21.8314
Si	4.1056	13.7963	-3.3293
Si	5.1712	13.0436	17.4061
Si	8.6266	9.3323	16.5612
Si	12.5082	16.0251	22.1349
Si	13.2176	16.0287	-7.8167
Si	10.0007	8.8957	-5.6515
Si	10.9275	13.1679	-5.4946
Si	8.7367	12.8389	24.1556
Si	4.7682	9.4625	-2.5031
Si	4.3674	14.4263	-6.1647
Si	3.1609	16.2463	19.605
Si	5.0499	8.9316	-7.1469
Si	11.1185	14.0808	-8.4605
Si	5.7559	13.4232	23.662
Si	8.6326	14.4029	14.9646
Si	7.8909	14.692	17.219
Si	13.3475	9.8984	17.4796
Si	4.7133	10.6541	19.1757
Si	11.8177	17.4638	-5.3538
Si	7.3908	16.9795	-8.4991
Si	9.2546	13.1272	19.5052
Si	3.1002	11.1016	21.7029
Si	2.8526	7.3195	23.6522
Si	3.0259	9.3028	14.6539
Si	11.5612	12.3564	17.7948
Si	5.7112	6.9714	19.9799
Si	2.9661	17.4901	-0.314
Si	3.7314	14.0792	21.5211
Si	5.1868	7.1109	14.8642
Si	5.6078	7.9903	22.6782
Si	7.3848	11.688	-8.8563
Si	7.9076	8.9236	-7.8052
Si	4.5103	6.9155	-9.1457
Si	13.4203	11.4421	-1.8615
Si	3.2891	8.4804	-4.7576
Si	13.0955	12.206	-9.5742
Si	7.1733	15.6091	-5.8122
O	9.1908	11.9867	-0.4208
O	10.7245	7.5199	-6.0773
O	6.5761	16.1378	-2.1209
O	7.3954	7.4666	0.2011
O	10.9891	9.0847	0.0305
O	12.9936	11.8866	-0.3597
O	13.0583	16.0588	-0.1405
O	4.6038	8.4536	-8.6367
O	7.5453	12.9889	1.4497
O	4.0679	8.2185	15.3186
O	5.5	8.1453	21.0697
O	10.2519	9.194	16.7068
O	12.5498	8.5335	17.8316
O	11.417	15.2113	-1.9322
O	3.5422	14.2631	-4.7739
O	6.2221	10.2119	19.51
O	13.4992	14.7952	22.4464
O	12.7165	16.9941	23.4015
O	2.7924	10.0272	-4.8412
O	7.4526	16.6254	-4.5911
O	9.1889	11.3084	23.9379
O	12.1017	15.3332	-8.7569
O	7.7204	16.2507	17.6108
O	4.6358	17.6838	-10.7455
O	7.8611	14.1725	-5.5425
O	4.7884	12.2228	18.748
O	11.0936	9.5653	23.9082
O	6.5738	16.707	20.7615
O	10.3127	7.7424	18.9411
O	3.1381	12.6357	21.2367
O	5.8488	8.7966	-1.525
O	7.0193	7.2166	22.952
O	13.4152	16.0181	18.1445
O	5.4356	15.1363	0.0121
O	3.111	17.1648	-8.6486
O	12.2186	10.9584	-2.8626
O	5.4662	10.5235	-3.4918
O	7.82	16.1775	-9.8072
O	10.7096	12.1179	16.4303
O	4.1614	8.1326	-6.0649
O	3.7917	10.3365	20.4622
O	4.3847	7.0462	23.2061
O	12.8605	10.8044	-10.3263
O	8.9705	8.6494	-4.4442
O	4.1718	8.292	-3.4238
O	5.3909	11.9624	16.2267
O	8.3793	15.8205	22.4975
O	4.3812	17.2731	-1.0709
O	8.1447	7.5309	-8.5803
O	12.3135	13.7672	17.6187
O	10.6303	12.3762	19.1179
O	8.126	10.3142	17.7425
O	5.8298	17.4096	16.2519
O	10.9124	14.0635	-6.8454
O	8.1237	7.7887	16.7121
O	8.6963	9.4856	20.1786
O	3.99	14.0655	17.039
O	11.0934	9.914	-5.0839
O	3.8828	14.8908	20.1383
O	12.9134	7.6371	-1.1774
O	13.1853	8.541	22.744
O	10.8818	8.6599	21.3925
O	5.772	17.0466	-8.4614
O	7.3231	13.1471	23.4547
O	8.9021	7.0258	21.0394
O	5.8013	12.0047	-8.9686
O	13.2931	10.1645	15.8926
O	11.7331	12.6471	-8.8555
O	12.9327	7.4789	-4.6238
O	8.0954	12.0235	19.7295
O	6.5119	13.9145	17.5594
O	4.0017	9.8	17.9935
O	7.2612	11.8772	-2.1503
O	6.5235	7.4611	18.6814
O	12.226	12.2186	-5.2752
O	7.6083	10.0902	-8.8713
O	12.5181	16.5856	-6.4854
O	5.4923	9.4599	23.3486
O	4.8245	10.5041	-6.9941
O	9.3691	13.9697	20.8637
O	10.7576	17.3014	-0.3603
O	13.5455	13.3333	-10.6324
O	8.1701	12.3107	-10.0972
O	11.0878	17.5957	16.5433
O	9.0518	15.6218	-2.821
O	9.8213	14.2134	-9.4122
O	12.3928	10.7682	21.8843
O	4.2789	17.3761	19.4677
O	7.4005	10.1775	0.0103
O	12.9386	16.6908	20.7132
O	8.176	7.2357	-2.4981
O	11.0858	16.6106	-4.2064
O	10.6579	8.0991	-2.4104
O	3.267	12.0398	-8.3871
O	5.5835	13.1993	-3.5676
O	10.9655	15.6576	22.0419
O	5.5725	15.4684	-5.9382
O	5.1502	13.9766	22.2794
O	8.9793	14.1155	18.2635
O	4.9996	13.022	-6.6406
O	9.1776	9.4031	-6.9332
O	9.8001	13.8373	23.4756
O	6.6173	8.6567	-6.8551
O	3.625	10.2488	-1.6601
O	4.1961	15.0562	-2.3479
O	7.8319	16.205	-7.1575
O	12.6208	11.1848	18.1258
O	3.3934	14.9092	-7.3404
O	7.8617	12.3115	-7.4427
O	9.6341	12.2179	-5.5619
O	3.1802	12.6988	-2.6289
O	8.8325	9.8461	-2.1143
O	7.2465	11.6921	-4.889
O	5.1	12.015	24.1048
O	10.781	14.0629	-4.1711

Results
free energy: -157705.187 eV
free energy less fixed offsets of O -570.45, Si -639.56 eV per atom: -6.797 eV

Forces (eV/angstrom), in the order of the atoms: element, x, y, z
Si	0.0174	0.0029	0.1131
Si	0.0132	0.0087	0.1158
Si	-0.0091	0.0132	0.1154
Si	-0.0002	-0.0103	0.0171
Si	0.0074	-0.0052	0.1076
Si	-0.0038	-0.0209	0.0915
Si	-0.0078	0.0026	0.1085
Si	0.008	0.0073	0.1352
Si	-0.0013	0.0132	0.0467
Si	-0.0056	-0.0013	0.001
Si	0.0132	0.0027	0.0954
Si	0.007	0.0101	0.0315
Si	-0.0021	-0.0043	0.0471
Si	0.0051	0.0099	0.036
Si	0.0012	0.001	-0.0075
Si	0.0017	-0.0031	-0.0056
Si	0.0008	0.0009	0.0078
Si	-0.0003	0.0034	0.0026
Si	0.0046	-0.0004	-0.004
Si	0.0001	0.002	-0.0024
Si	0.0036	-0.0026	-0.0021
Si	-0.0006	-0.0039	-0.0031
Si	-0.0011	0.001	-0.0026
Si	-0.0011	0.0063	-0.0022
Si	-0.0005	0.0019	-0.0009
Si	0.0006	-0.0035	-0.0028
Si	-0.0021	0.0014	0.0011
Si	0.0002	0.0015	-0.0032
Si	-0.002	0.0019	-0.0011
Si	0.0003	0.0008	-0.0011
Si	0.0006	-0.0017	-0.0009
Si	0.0011	-0.0002	-0.001
Si	0.0004	0.0018	-0.0005
Si	-0.0016	0.0022	0.0006
Si	0.0023	0.0004	0.0002
Si	0.0004	-0.0018	-0.0026
Si	0.0017	-0.0006	-0.0002
Si	-0.0012	-0.0006	-0.0007
Si	-0.0028	-0.0002	-0.0018
Si	-0.0006	0.0015	0.0002
Si	0.0001	-0.0005	-0.0001
Si	-0.0005	0.0012	-0.0001
Si	0.0006	0.0018	-0.0001
Si	-0.0013	0.0001	-0.0014
Si	-0.0009	0.0016	-0.0014
Si	-0.0004	-0.0008	0.0001
Si	-0.0003	0.0007	0.0004
Si	0.0002	0.0002	0.0003
Si	-0.0022	0.0011	-0.0005
Si	-0.0003	0.0025	-0.001
Si	0.0023	0.0009	-0.0008
Si	0.0003	-0.0007	0
Si	0.0013	-0.0006	-0.0009
Si	-0.0008	-0.0025	-0.0012
Si	-0.0022	0.0005	-0.0009
Si	0	0.0026	-0.0017
Si	-0.0019	-0.0003	-0.0012
Si	-0.0003	0.001	-0.0019
Si	0	0.0008	-0.0016
Si	-0.001	-0.0003	-0.0004
Si	0.0005	0.0005	-0.0018
Si	0.0018	0.0007	-0.0002
Si	0.0004	0.0003	-0.001
Si	-0.0015	0.0014	-0.0015
Si	0.001	0.0011	0.0005
Si	-0.0002	0.0005	0.0013
Si	-0.0012	0.0005	0.001
Si	-0.0003	0.0007	0.0002
Si	-0.0001	0.001	0.0001
Si	-0.0021	0.0004	0.0006
Si	-0.0007	-0.0008	0
Si	0.001	-0.001	0.0005
Si	-0.0014	0.0004	-0.001
Si	-0.0007	0.0006	-0.0004
Si	0.0002	-0.001	0.0031
Si	-0.002	-0.0033	-0.0039
Si	-0.0012	0.0026	0.0021
Si	0.0008	0	0.0042
Si	0.0003	0.0018	-0.0005
Si	-0.0011	-0.0012	0.0008
Si	0.0041	-0.0001	-0.0048
Si	0.0002	-0.0047	-0.0049
Si	-0.0011	-0.0026	0.0026
Si	0.007	0.0012	0.0965
Si	-0.0017	0.0033	-0.0056
Si	-0.0061	-0.0007	-0.0032
Si	-0.0066	0.0116	0.0393
Si	0.0029	0.0023	-0.0017
Si	0.0076	0.0064	0.1396
Si	-0.0065	0.0103	0.108
Si	0.0004	0.0047	-0.0009
Si	0.013	-0.0073	0.1318
Si	-0.0019	0.0003	-0.0031
Si	0.0083	-0.0107	0.0385
Si	0.0034	-0.0053	0.0031
Si	0	0.0006	0.0031
Si	0.0012	-0.0037	0.09
Si	0.0315	0.0049	0.124
Si	-0.009	0.0038	0.0374
Si	-0.007	-0.0126	0.1199
Si	-0.0033	-0.0048	0.1031
Si	0.0057	-0.006	0.1336
Si	-0.0019	-0.0079	0.1285
Si	-0.0111	0.0072	0.1183
Si	-0.0037	0.0156	0.1017
Si	-0.0268	0.0029	0.1522
Si	-0.0017	-0.0076	0.1085
Si	-0.0058	0.0025	0.1228
Si	-0.0172	0.0021	0.0973
Si	0.0017	-0.0003	0.082
Si	-0.0063	0.0055	0.1103
Si	-0.0078	-0.0047	0.1308
Si	0.0083	-0.0048	0.1226
Si	0.0099	-0.0118	0.1308
Si	-0.0067	-0.0272	0.1471
Si	0.0187	-0.0045	0.1133
Si	-0.0029	0.0061	0.1298
Si	0.0073	-0.0008	0.1227
Si	-0.013	-0.0104	0.1206
Si	0.0136	0.0255	0.1424
Si	0.0242	0.02	0.1361
Si	-0.0036	0.0021	0.0039
Si	0.0023	-0.0024	0.0862
Si	0.0161	0.0005	0.0943
Si	-0.0111	-0.0192	0.1168
Si	-0.0226	0.0123	0.1202
Si	0.007	0.0179	0.1458
Si	-0.0081	0.0079	0.1325
Si	-0.0161	-0.0014	0.0938
Si	0.0041	0.0147	0.1262
Si	-0.0035	0.0082	0.0445
Si	0.005	-0.0023	0.1014
Si	-0.0058	0.0005	0.1212
Si	-0.0029	0.0039	0.0721
Si	0.0206	-0.0154	0.1105
Si	0.0064	-0.0045	0.0467
Si	-0.0196	0.0056	0.1179
Si	-0.008	-0.0127	0.1404
Si	0.0241	0.008	0.1119
Si	-0.0113	0.0137	0.1498
Si	-0.0034	0.0045	0.1286
Si	-0.0025	0.0104	0.1233
Si	-0.0062	0.0037	0.1656
Si	0.0031	0.0069	0.1307
O	-0.018	-0.0214	-0.0576
O	-0.0006	0.0012	-0.0419
O	0.0326	0.0075	-0.0556
O	-0.002	0.0186	-0.0398
O	-0.0043	-0.0251	-0.056
O	0.0131	-0.0028	-0.0921
O	-0.0025	0.0011	-0.0312
O	-0.0063	-0.0243	-0.0701
O	0.0154	-0.0075	-0.0219
O	-0.0006	-0.0006	-0.0256
O	0.0039	-0.018	-0.0822
O	-0.0133	0.0079	-0.039
O	-0.0042	0.0057	-0.0332
O	-0.017	-0.0044	-0.0993
O	0.0062	0.0116	-0.091
O	0.0032	0.0062	-0.0379
O	0.0059	-0.0008	-0.0443
O	-0.0113	-0.0243	-0.0591
O	0.0049	-0.008	-0.0441
O	-0.013	-0.0216	-0.0886
O	-0.0051	0.0148	-0.0511
O	-0.0118	-0.0164	-0.0546
O	0.0058	-0.0121	-0.0393
O	0.0057	-0.0297	-0.1088
O	-0.0011	-0.0017	-0.039
O	0.0106	0.0283	-0.0646
O	0.0379	-0.0214	-0.0959
O	-0.0166	0.0042	-0.0577
O	0.0215	-0.0016	-0.0897
O	-0.0028	0.0056	-0.0421
O	-0.0222	0.015	-0.0787
O	0.0081	-0.013	-0.0532
O	-0.0145	-0.0266	-0.0901
O	-0.0132	0.0017	-0.0708
O	0.0303	0.0195	-0.0588
O	-0.0116	-0.0062	-0.0793
O	0.0064	0.0153	-0.0464
O	0.0146	-0.0224	-0.1142
O	-0.0174	0.0104	-0.0695
O	0.0333	0.0042	-0.0828
O	0.0306	-0.0063	-0.0958
O	0.0233	0.0026	-0.0487
O	-0.0026	-0.0266	-0.0892
O	0.0114	0.0087	-0.0845
O	-0.0216	-0.0078	-0.0716
O	0.016	-0.0172	-0.0618
O	-0.001	0.0126	-0.0436
O	0.0192	-0.0132	-0.043
O	-0.0036	-0.0244	-0.0463
O	-0.005	0.0043	-0.0408
O	0.0186	-0.0085	-0.0605
O	0.011	-0.0175	-0.0836
O	-0.0193	0.0022	-0.0582
O	0.0054	0.0144	-0.105
O	0.0049	0.0151	-0.0409
O	-0.0174	0.0202	-0.0504
O	-0.0116	-0.0045	-0.0352
O	-0.0143	-0.0078	-0.0388
O	-0.0043	0.0224	-0.0674
O	-0.0115	0.0102	-0.041
O	-0.014	0.0143	-0.0524
O	-0.0374	-0.0196	-0.0787
O	-0.0142	-0.0003	-0.0537
O	-0.0076	0.0042	-0.0423
O	0.0173	0.0221	-0.049
O	0.006	0.0034	-0.0505
O	0.0051	-0.0084	-0.0652
O	0.022	-0.0206	-0.0616
O	-0.0049	-0.0113	-0.0446
O	0.0028	-0.002	-0.0404
O	0.0005	0.0076	-0.0378
O	-0.023	-0.0056	-0.0522
O	-0.0261	0.0118	-0.0709
O	0.0228	-0.0067	-0.0809
O	-0.0091	0.0205	-0.0458
O	-0.0058	0.0225	-0.0483
O	0.0291	-0.0304	-0.083
O	0.0075	-0.0195	-0.0488
O	-0.0004	0.0173	-0.0471
O	-0.0086	-0.0401	-0.1034
O	0.0025	0.0153	-0.0406
O	0.0272	0.0271	-0.1024
O	0.031	0.0276	-0.076
O	0.0064	-0.0232	-0.0638
O	0.0006	-0.0037	-0.0432
O	-0.0262	-0.0135	-0.0797
O	0.008	0.0119	-0.0423
O	-0.0022	-0.0049	-0.0457
O	0.0129	0.016	-0.0496
O	0.0257	0.0027	-0.0768
O	-0.0002	-0.0113	-0.0349
O	0.0183	0.0235	-0.0671
O	-0.0245	0.0064	-0.0609
O	-0.0426	0.0033	-0.08
O	0.0075	0	-0.0388
O	0.0015	-0.0024	-0.0402
O	-0.0031	-0.0021	-0.0428
O	-0.0342	0.0107	-0.0747
O	-0.0241	0.0195	-0.0762
O	-0.0026	-0.031	-0.0619
O	-0.0363	0.0011	-0.0698
O	0.0143	0.0341	-0.0793
O	0.0053	-0.0007	-0.0433
O	0.0084	-0.0061	-0.0448
O	-0.0107	-0.0306	-0.0623
O	0.0025	0.0255	-0.0898
O	-0.0094	0.0066	-0.0373
O	-0.0223	0.0116	-0.0582
O	-0.0136	-0.0169	-0.1008
O	-0.0088	0.0061	-0.0395
O	0.0138	0.0216	-0.0509
O	0.0069	-0.0233	-0.0498
O	0.0272	0.0158	-0.0762
O	-0.0102	-0.0137	-0.0526
O	0.0019	-0.0308	-0.073

The program warned: the cutoff lies below the one the program advises for these potential files; the forces do not sum to zero within the program's tolerance; empty levels may hold ghost states of the PAW files; the exchange-correlation potential is rough where the density is thin.
